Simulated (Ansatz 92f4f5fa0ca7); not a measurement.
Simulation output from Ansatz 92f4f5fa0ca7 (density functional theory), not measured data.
Periodic cell of 192 atoms, Si128O64, from a study of silicon, its oxide and their interface. The atomic structure is a simulated model.
This geometry differs little from another in the collection (a relaxation step or a small displacement).

Settings
functional: r2SCAN
potential files: Ansatz PAW
basis: plane waves
wave-function cutoff: 800 eV
density cutoff ratio: 5
exchange-correlation grid ratio: 1
k mesh: 1 x 1 x 1, shifted by 0.5 0.5 0 of a step
self-consistency stop: 1e-10 eV per atom in the density residual
occupations: fixed
spin: none
net charge: 0

Cell vectors (angstrom)
a, 10.888, 0, 0
b, 0, 10.888, 0
c, 0, 0, 28.4403

Atoms: element, x, y, z (angstrom)
Si, -0.4105, 0.5949, 0.0379
Si, 2.8879, 2.4084, -0.0331
Si, 1.3294, 6.9935, 1.4569
Si, 2.9849, 7.9903, 0.0936
Si, 1.3398, -1.1138, -2.0403
Si, 8.5419, 2.5306, -0.1018
Si, 5.1762, 5.6807, 0.0662
Si, 8.1057, 7.6715, -0.2492
Si, 1.3116, 1.4481, 1.3844
Si, 3.9988, 4.0651, 1.2651
Si, -0.2192, 5.8598, 0.1745
Si, 4.8577, 10.814, -0.2004
Si, 6.9977, 1.5078, 1.3378
Si, 10.9148, 2.8448, 2.7574
Si, 6.7332, 6.7749, 1.4045
Si, 10.8611, 8.3777, 2.7474
Si, -1.3284, 4.1317, 1.3107
Si, 2.6201, 0.0109, 2.7645
Si, -1.3698, 9.8626, 1.4235
Si, 2.676, 5.4658, 2.6877
Si, 5.4505, 2.7806, 2.6304
Si, 8.1376, 0.1304, 2.8666
Si, 5.5137, 8.2338, 2.7773
Si, 8.1377, 5.4287, 2.7078
Si, 1.3785, 4.1528, 4.1304
Si, 4.0807, 1.3936, 4.0201
Si, 1.323, 9.5984, 4.1941
Si, 4.1015, 6.8109, 4.0419
Si, 6.7899, 4.0864, 4.0771
Si, 9.5715, 1.4606, 4.1381
Si, 6.8254, 9.5754, 4.1592
Si, 9.5067, 6.8699, 4.0183
Si, -0.009, 0.0762, 5.5273
Si, 2.7387, 2.7392, 5.4393
Si, -0.0276, 5.5102, 5.4184
Si, 2.7247, 8.153, 5.4236
Si, 5.4141, 0.0264, 5.4385
Si, 8.1492, 2.76, 5.4625
Si, 5.4427, 5.4505, 5.4395
Si, 8.1861, 8.1853, 5.4688
Si, 1.3905, 1.3974, 6.8537
Si, 4.1043, 4.0739, 6.8112
Si, 1.3637, 6.8089, 6.7925
Si, 4.0813, 9.5119, 6.7814
Si, 6.8084, 1.3511, 6.7952
Si, 9.5184, 4.1281, 6.7862
Si, 6.815, 6.8005, 6.8039
Si, 9.5368, 9.5464, 6.8404
Si, -0.0242, 2.7607, 8.157
Si, 2.7443, -0.037, 8.162
Si, 0.0432, 8.1834, 8.1623
Si, 2.7064, 5.4181, 8.1492
Si, 5.4474, 2.6727, 8.1624
Si, 8.1603, 0.0044, 8.1847
Si, 5.4389, 8.1501, 8.1503
Si, 8.1778, 5.4474, 8.1749
Si, 1.355, 4.0583, 9.5298
Si, 4.1092, 1.2747, 9.5335
Si, 1.4088, 9.5053, 9.5518
Si, 4.0609, 6.7811, 9.5005
Si, 6.8346, 4.0125, 9.4861
Si, 9.5469, 1.3655, 9.5339
Si, 6.7967, 9.5084, 9.512
Si, 9.5824, 6.8102, 9.4959
Si, 0.0692, 0.0131, 10.8793
Si, 2.6538, 2.5696, 10.8348
Si, 0.0493, 5.4704, 10.887
Si, 2.7503, 8.1321, 10.9404
Si, 5.4472, -0.0885, 10.943
Si, 8.1618, 2.6747, 10.9176
Si, 5.4006, 5.326, 10.7621
Si, 8.2136, 8.1721, 10.8124
Si, 1.4357, 1.2331, 12.3949
Si, 4.0252, 3.907, 12.0845
Si, 1.4068, 6.7873, 12.3315
Si, 4.1274, 9.4167, 12.3677
Si, 6.8029, 1.2685, 12.2982
Si, 9.5909, 4.0666, 12.1773
Si, 6.8316, 6.6949, 11.9798
Si, 9.5822, 9.5679, 12.1765
Si, 0.011, 2.7376, 13.5844
Si, 2.8434, -0.1619, 13.8875
Si, 0.001, 8.2446, 13.6102
Si, 2.8036, 5.2632, 13.5271
Si, 5.3151, 2.6007, 13.5508
Si, 8.2518, -0.0277, 13.6459
Si, 5.5868, 7.9268, 13.4966
Si, 8.1359, 5.4031, 13.4178
Si, 1.4037, 4.0241, 15.0031
Si, 4.1701, 1.333, 15.2852
Si, 3.956, 7.4888, 17.1298
Si, 4.7535, 5.9953, 14.6251
Si, 7.5853, 2.7633, 16.2428
Si, 9.3947, 1.5803, 15.0137
Si, 7.3501, 8.9264, 14.668
Si, 10.4854, 5.9542, 16.8801
Si, 1.7471, -2.716, 17.1848
Si, 6.0193, 0.8007, 16.9506
Si, 2.3199, 2.3507, 16.4762
Si, 1.2041, 9.5695, 15.2236
Si, 6.3485, -1.6186, 16.7367
Si, 11.2692, 0.7373, 16.2513
Si, 6.5048, 4.2467, 14.6484
Si, 9.0179, 7.239, 14.6106
Si, -1.1563, 26.6293, 25.1023
Si, 32.4302, -20.8189, 19.3143
Si, -3.7362, 3.8737, 26.6458
Si, 8.4726, -6.7323, 22.5009
Si, 8.1723, 24.1838, 20.2784
Si, -3.3114, 21.7394, 24.0798
Si, 4.0255, 9.5091, 29.9526
Si, -17.8704, -1.0837, 21.8641
Si, -26.5238, -18.9696, 23.9155
Si, -8.2554, -16.0995, 23.9148
Si, 13.2262, 2.1592, 19.541
Si, -11.5962, -0.761, 23.0963
Si, 12.7831, 21.0084, 19.7285
Si, -5.6995, 7.4872, 23.4963
Si, 14.0605, 13.8693, 22.5684
Si, 40.0596, -4.1549, 21.5182
Si, 23.1695, 26.0982, 26.4242
Si, 27.8155, -10.4616, 20.0849
Si, 0.2214, -14.2189, 24.3958
Si, 6.3264, -4.004, 18.6112
Si, 8.1157, -28.2617, 17.9159
Si, 2.0966, -32.2657, 23.8276
Si, 40.6315, -23.0548, 21.4634
Si, 17.1195, 30.809, 26.0838
O, 6.9052, 19.1656, -10.4894
O, -11.6258, 39.081, -3.412
O, -8.746, 13.9525, -1.342
O, 4.0749, -14.9367, -0.4757
O, -17.9222, 1.1781, -0.5814
O, 22.4545, -2.3267, -2.8709
O, 3.3798, 21.4342, -5.2506
O, -5.3828, 8.2432, -3.5587
O, 12.3626, 6.7993, -4.7636
O, 26.6036, 10.8363, -7.4146
O, 13.5795, -8.0745, -10.3697
O, 39.4154, -20.0268, -7.7518
O, 13.2969, -5.8717, -3.0612
O, 24.0344, 1.9713, -4.9714
O, -2.2581, 19.9915, 0.2708
O, 15.5954, -36.5738, -9.9598
O, 18.774, -7.2106, 19.3423
O, 9.6023, -6.5919, 23.6106
O, -4.3799, -26.0162, 20.1861
O, 28.0679, 11.4466, 28.6277
O, -11.4506, 8.5216, 23.3543
O, -1.6829, -0.0089, 24.1687
O, 5.5911, -20.9744, 18.57
O, -6.706, 6.2423, 16.1342
O, 27.9704, -7.7253, 25.5117
O, -8.8431, -10.9261, 25.3898
O, 9.6539, -5.8891, 17.9031
O, 24.4889, 22.3614, 19.3509
O, -6.2323, -13.3065, 22.3269
O, -3.8538, -5.255, 17.8363
O, 28.9318, -0.7589, 20.1673
O, -12.4267, 17.7356, 16.1694
O, 9.11, 1.3171, 19.554
O, -4.3846, -14.9886, 22.8666
O, 24.4281, 9.3725, 20.9334
O, 10.7444, 11.3732, 17.7784
O, 0.7362, 10.8078, 23.1042
O, -8.5006, 30.7839, 27.3756
O, 8.4058, -5.3943, 21.6157
O, 18.097, 18.8752, 26.8592
O, -10.6717, 21.5107, 27.2062
O, 13.505, 4.4876, 22.8076
O, 22.4826, 13.135, 19.6633
O, 0.3875, 15.9379, 15.8055
O, 14.9657, 6.3731, 23.8419
O, 11.5593, 6.9781, 17.5396
O, 6.128, -5.9557, 27.3703
O, -2.6023, -2.8357, 21.3303
O, 10.8835, -6.996, 25.7279
O, 5.1255, -12.0124, 27.0173
O, 9.3854, -0.5496, 21.6972
O, 7.0987, 10.2458, 25.4774
O, -9.1013, -12.6105, 18.4609
O, 19.8106, 13.7865, 21.6063
O, -7.8493, -8.1893, 20.9335
O, 4.6789, 2.8171, 23.1957
O, 7.0125, 14.7977, 23.1311
O, 15.6372, -12.9446, 16.5998
O, 0.9154, -16.3584, 27.5088
O, -3.7576, 9.8886, 22.8388
O, -4.0066, -9.5087, 23.7912
O, 19.2195, 4.7178, 25.8947
O, 22.1817, -11.1775, 20.135
O, 31.2116, 6.7355, 27.9208

Results
free energy: -118370.934 eV
free energy less fixed offsets of O -570.45, Si -639.56 eV per atom: 1.546 eV

Forces (eV/angstrom), in the order of the atoms: element, x, y, z
Si, 0.0152, -0.0102, -0.0196
Si, -0.0064, -0.002, -0.0218
Si, -0.0017, 0.0028, -0.0044
Si, -0.0051, -0.0023, -0.008
Si, -0.0035, -0.0009, -0.0179
Si, -0.0086, 0.0126, 0.0102
Si, -0.0013, 0.0027, -0.0101
Si, -0.0023, 0.0076, -0.0188
Si, -0.0025, -0.0025, -0.0011
Si, -0.0022, -0.0018, -0.0012
Si, -0.0004, -0.0039, -0.014
Si, 0.0001, -0.0048, -0.0132
Si, -0.0012, -0.0048, -0.002
Si, -0.0015, -0.0041, -0.0001
Si, 0.0008, 0.003, -0.0018
Si, -0.0046, -0.0045, 0.003
Si, 0.0015, -0.0051, -0.0057
Si, 0.0004, 0.0031, 0.006
Si, 0.0049, -0.009, 0.0073
Si, -0.0021, -0.0025, 0.0019
Si, -0.0007, -0.0023, -0.0023
Si, -0.0014, -0.0003, -0.002
Si, 0.0016, 0.0013, -0.0018
Si, 0.0046, -0.0041, -0.0029
Si, 0, 0.0024, -0.0002
Si, -0.0011, -0.0023, -0.0014
Si, -0.002, 0.002, 0.0055
Si, -0.0012, 0.0002, -0.0022
Si, 0.002, 0.0005, 0.0004
Si, -0.0024, 0.0014, 0.0028
Si, 0.0027, 0.0001, 0.001
Si, 0.0029, 0.0003, -0.0015
Si, 0.0012, 0, 0.0038
Si, 0.0038, -0.0016, -0.0003
Si, -0.0012, 0.001, 0
Si, 0.0007, -0.0001, 0.0024
Si, -0.0031, 0.0044, -0.0006
Si, 0.0009, -0.0023, -0.0025
Si, 0.0033, 0.0004, -0.0014
Si, 0.0028, 0, -0.0006
Si, -0.0003, -0.0031, 0.0011
Si, 0, -0.0017, -0.0009
Si, -0.0014, -0.0019, -0.0016
Si, 0.0023, -0.0027, -0.0002
Si, 0.0019, -0.0004, 0.0007
Si, 0.0029, -0.0004, -0.0022
Si, 0.0029, 0.0011, -0.0011
Si, 0.0022, 0.001, 0.0009
Si, -0.0014, -0.002, 0.0008
Si, -0.0011, -0.0012, -0.0002
Si, 0.0046, 0.0021, -0.0005
Si, -0.0009, 0.0022, -0.0009
Si, 0.004, -0.0006, -0.0015
Si, 0.0022, 0.0018, -0.0023
Si, -0.0004, 0.0005, -0.002
Si, 0.0025, -0.0013, 0.0001
Si, 0.0048, -0.004, 0.0007
Si, 0.001, 0.0009, 0.0007
Si, -0.0038, -0.0012, -0.0014
Si, -0.0022, 0.0003, 0.0004
Si, 0.0003, -0.0009, -0.0025
Si, 0.0017, -0.0029, 0.0024
Si, 0.0013, 0.0018, 0.0029
Si, -0.0011, -0.0011, -0.0007
Si, 0.0024, 0.003, -0.002
Si, -0.0011, -0.0006, -0.0015
Si, -0.0027, 0.0038, -0.0027
Si, -0.0007, 0.002, 0.0009
Si, 0.0007, -0.0006, 0.0021
Si, 0.0044, -0.0027, 0
Si, -0.0013, -0.0012, 0.0051
Si, 0.0035, -0.0011, -0.0016
Si, -0.0013, 0.002, -0.0044
Si, 0.0006, -0.0009, 0.0063
Si, -0.0036, 0, 0.004
Si, -0.0054, 0.0037, 0.0054
Si, -0.0008, 0.0041, 0.001
Si, -0.0064, 0.0008, 0.0057
Si, 0.0009, -0.0034, 0.0018
Si, 0.0002, -0.0008, 0.0055
Si, 0.0063, -0.0101, 0.0068
Si, -0.0061, 0.0022, 0.0029
Si, 0.0068, 0.0027, 0.0004
Si, -0.0018, 0.0061, -0.006
Si, -0.0047, -0.0083, -0.0048
Si, 0.0053, 0.0029, -0.0001
Si, -0.0018, -0.0009, 0.0008
Si, 0.0016, -0.0019, 0.0062
Si, -0.0173, 0.021, 0.0357
Si, 0.0051, 0.0067, 0.0062
Si, 0.0079, 0.0002, 0.0234
Si, -0.0033, -0.0001, 0.0028
Si, -0.0027, 0.0004, 0.0059
Si, -0.0013, -0.0008, 0.0032
Si, 0.0028, 0.0016, -0.0042
Si, 0.0107, -0.0084, 0.013
Si, -0.0283, 0.0125, 0.067
Si, -0.0014, -0.0049, 0.016
Si, -0.0025, -0.0056, 0.0123
Si, -0.0023, 0.0011, -0.0026
Si, -0.0018, -0.016, 0.0194
Si, 0, 0.0059, 0.0234
Si, -0.0029, 0.0037, 0.0059
Si, 0.0034, -0.0008, 0.0018
Si, 0.0051, 0.0034, -0.0178
Si, -0.001, 0.0018, 0.0192
Si, -0.0125, 0.004, -0.0298
Si, -0.0011, 0.0004, -0.0035
Si, -0.0038, -0.001, 0.0088
Si, 0.0004, 0.001, -0.0107
Si, 0.0005, -0.0012, 0.0013
Si, -0.0009, -0.004, 0.0047
Si, -0.0003, -0.0018, -0.0201
Si, 0.0014, 0.0043, -0.0095
Si, 0, -0.0034, 0.0124
Si, 0.0006, -0.0007, -0.0021
Si, -0.0034, 0.0044, 0.0114
Si, -0.0052, -0.003, -0.0122
Si, -0.0043, 0.0006, 0.0048
Si, 0.0073, 0.0041, 0.0033
Si, 0.0089, 0.005, -0.0242
Si, 0.0002, -0.0072, 0.0124
Si, 0.0024, -0.0005, -0.0126
Si, 0.012, -0.0017, 0.0128
Si, 0.0036, 0.008, 0.0208
Si, 0.0012, -0.0016, -0.015
Si, 0.0004, -0.0032, 0.0003
Si, 0.0011, -0.0035, -0.0166
O, -0.0002, 0.0055, -0.0189
O, 0.0016, -0.0043, 0.0053
O, 0, 0.002, 0.0125
O, 0.0022, -0.0028, 0.0056
O, -0.0003, 0.0016, 0.0037
O, 0.0016, 0.0048, 0.0132
O, -0.0044, 0.0007, -0.001
O, 0.003, 0.0006, 0.0108
O, -0.0039, 0.0026, -0.0026
O, -0.0005, -0.0017, 0
O, 0.0017, -0.0058, -0.0126
O, -0.0006, -0.0012, -0.0071
O, -0.0096, -0.0101, 0.0149
O, -0.0004, 0, 0.003
O, -0.0017, -0.002, 0.0021
O, 0.0052, 0.0039, -0.0122
O, 0.003, 0.006, -0.0128
O, -0.0046, 0.0015, 0.0101
O, 0.0055, -0.0017, -0.0073
O, 0.0043, 0.0016, 0.0018
O, -0.0002, -0.0031, 0.0065
O, -0.008, 0.0008, 0.0048
O, 0.0032, 0.0029, -0.0207
O, -0.0018, 0.0006, -0.0104
O, 0.003, 0.0078, 0.0145
O, -0.0027, -0.0026, 0.0102
O, 0.0027, -0.0002, -0.0169
O, -0.0052, -0.0045, -0.0057
O, -0.0048, 0.0007, 0.0048
O, -0.0017, -0.0007, -0.004
O, -0.0019, 0.0045, 0.0002
O, 0.0055, -0.002, -0.0093
O, 0.0018, 0.0006, -0.0029
O, -0.0043, -0.0007, 0.0004
O, -0.0059, 0.001, -0.0062
O, 0.0068, 0.0038, -0.0305
O, -0.0008, -0.003, 0.0026
O, 0.0056, -0.007, 0.0125
O, -0.0046, -0.0004, 0.0031
O, 0.0111, -0.0076, 0.0203
O, 0.0029, -0.0003, 0.0103
O, -0.0027, 0.0031, 0.0087
O, -0.0034, -0.0061, -0.0114
O, 0.0066, 0.0104, 0.0088
O, -0.0022, -0.0011, 0
O, 0.0028, 0.0075, -0.022
O, -0.0034, 0.001, 0.0066
O, -0.0048, -0.0041, -0.0049
O, 0.0043, -0.002, 0.0103
O, -0.0038, 0.0059, 0.0111
O, -0.0022, 0.0018, -0.0018
O, -0.0085, -0.0029, 0.0112
O, 0.0082, -0.043, -0.0616
O, -0.0046, -0.0019, -0.0073
O, -0.0026, -0.0005, -0.0055
O, 0.0034, 0.0011, 0.0054
O, -0.0037, -0.0051, 0.0026
O, -0.0023, 0.0011, -0.0159
O, -0.0028, 0.0059, 0.0114
O, -0.0003, -0.0013, 0.0025
O, -0.0023, 0.0016, 0.0073
O, -0.0035, -0.005, 0.0134
O, 0.0042, -0.0041, -0.0156
O, 0.0001, -0.0032, 0.0112

The program warned: the cutoff lies below the one the program advises for these potential files; the forces do not sum to zero within the program's tolerance; empty levels may hold ghost states of the PAW files; the exchange-correlation potential is rough where the density is thin.
